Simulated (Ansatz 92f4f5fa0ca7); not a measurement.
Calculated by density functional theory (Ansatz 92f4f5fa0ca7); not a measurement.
Periodic cell of 192 atoms, Si128O64, from a study of silicon, its oxide and their interface. The atomic structure is a simulated model.
This geometry differs little from another in the collection (a relaxation step or a small displacement).

Settings: functional r2SCAN; potential files Ansatz PAW; basis plane waves; wave-function cutoff 800 eV; density cutoff ratio 5; exchange-correlation grid ratio 1; k mesh 1 x 1 x 1, shifted by 0.5 0.5 0 of a step; self-consistency stop 1e-10 eV per atom in the density residual; occupations fixed; spin none; net charge 0.

Cell vectors (angstrom)
a	10.88	0	0
b	0	10.88	0
c	-5.3694	2.2997	28.677

Atoms and the computed forces on them: element, x, y, z (angstrom), force x, y, z (eV/angstrom)
Si	1.5716	-1.6867	0.0924	-0.0057	0.0009	-0.0197
Si	4.4683	1.0877	0.1093	-0.0007	0.002	-0.02
Si	1.1098	4.3909	0.0848	0.002	-0.0067	-0.022
Si	3.8382	-3.8287	0.1963	0.0027	0.0001	-0.0171
Si	-4.2745	-1.2017	0.1188	0.0005	-0.0008	-0.0204
Si	-1.6286	1.6942	-0.0334	0.0059	0.0001	-0.0278
Si	6.9662	3.8434	0.1174	-0.0028	0.0009	-0.019
Si	-1.1453	-4.3185	0.0528	0.0001	0.0027	-0.0252
Si	2.7297	-0.0057	1.2895	0.0001	-0.0001	-0.0003
Si	5.4817	2.6754	1.4786	-0.0008	0.0006	-0.0034
Si	2.6882	-5.4226	1.4461	0.001	0.0009	0.0041
Si	5.4241	-2.6929	1.4727	0.0005	-0.0005	0.0003
Si	-2.6743	0.0256	1.309	-0.0001	0.0006	-0.0025
Si	-0.0326	2.765	1.3353	0	0.0001	-0.0004
Si	8.1516	5.4324	1.3746	0.001	-0.0007	0.0013
Si	-0.0029	-2.7751	1.4165	-0.001	0.0006	-0.0017
Si	1.3589	1.3674	2.6421	0.0012	-0.001	-0.0025
Si	4.0704	4.0649	2.7384	-0.0004	0.001	-0.0031
Si	1.3442	-4.0881	2.8335	0.0002	-0.0001	-0.0049
Si	4.0504	-1.3181	2.7828	-0.0014	-0.0001	0.0032
Si	6.8642	1.3277	2.7941	-0.0006	-0.0004	0.0036
Si	9.5109	4.0872	2.7678	-0.0012	0.0016	-0.0008
Si	6.8037	6.7922	2.7383	-0.0003	0.0007	-0.0033
Si	-1.3506	-1.3466	2.6918	-0.0005	0.0005	0.0026
Si	0.0181	0.0098	4.0438	0.0001	-0.0002	0.0017
Si	2.6987	2.704	4.0644	-0.0005	-0.0001	-0.0012
Si	-0.0186	5.4277	4.1473	-0.0003	0.0012	0.0016
Si	2.7169	-2.7017	4.1345	-0.0022	0	0.0031
Si	5.449	0.0035	4.1252	0.0001	0.0017	0.0023
Si	8.1822	2.7184	4.1325	-0.0011	0.0005	0.0035
Si	5.4408	5.4305	4.0859	-0.0002	0.0006	-0.0032
Si	8.165	-2.7064	4.0683	-0.0008	0.0009	-0.0022
Si	1.3749	-1.3897	10.8869	0.0004	0.0002	0.0019
Si	4.0777	1.3711	10.8676	0.0015	-0.0007	0.0002
Si	1.3361	4.0818	10.8733	0	-0.0011	0.0015
Si	4.0676	-4.0645	10.8735	0	0.0022	0.0014
Si	6.7902	-1.3551	10.8611	-0.0002	-0.0004	0
Si	-1.3627	1.3718	10.8641	-0.001	0.001	0.0006
Si	6.7998	4.0539	10.8633	0.0003	0.0006	0.0005
Si	-1.3193	6.824	10.8531	-0.0007	0.0003	-0.0014
Si	2.7296	-0.0044	12.2147	0.0013	-0.0004	0.0028
Si	5.4259	2.7173	12.2462	-0.0009	0.0015	0.0009
Si	2.6773	5.4686	12.2086	-0.0009	0.0006	0.0014
Si	5.4357	-2.7081	12.2302	-0.0003	0.0016	0.0026
Si	-2.7233	0.0058	12.1989	-0.0011	0.0012	-0.0015
Si	-0.0175	2.7212	12.2501	-0.0007	0.0003	0.0001
Si	8.2062	5.4305	12.1404	0.0015	0.0005	0.0023
Si	0.028	-2.7353	12.2831	0.0001	0.0003	-0.0011
Si	1.3278	1.3049	13.5718	-0.0002	-0.0006	0.0026
Si	4.0214	4.1149	13.539	0.001	-0.0009	-0.0009
Si	1.3773	-4.1091	13.6804	-0.0006	-0.0003	0.0007
Si	4.1071	-1.3094	13.6014	0.0004	0.0017	-0.0029
Si	-4.068	1.3437	13.5763	-0.0017	-0.0007	0.0032
Si	-1.3597	4.1384	13.5822	-0.0002	0.0014	0.0013
Si	6.8455	-4.1259	13.4707	-0.0007	-0.0013	0.0036
Si	-1.3711	-1.3408	13.5655	-0.0005	0.0014	0.0029
Si	-0.0679	0.0071	14.9992	-0.0005	-0.0001	0.0026
Si	2.6829	2.6978	14.8673	0.0011	-0.0011	-0.0041
Si	-0.0096	-5.4843	15.0769	-0.0013	0.0004	0.003
Si	2.7591	-2.6598	14.9684	-0.0013	-0.0016	-0.0023
Si	5.5159	-0.012	15.0088	-0.0004	-0.0008	0.0024
Si	-2.7679	2.7972	14.8801	-0.0015	0.0016	-0.0019
Si	5.4528	5.468	14.8253	0.0002	0.0009	0.0004
Si	-2.7045	-2.7836	14.8406	0.0008	0.0004	0.0013
Si	1.0923	-1.6181	16.2621	0.0009	-0.0004	0.0259
Si	4.2773	1.6041	16.1677	-0.0021	-0.0003	0.0256
Si	1.1068	3.6959	16.2942	0.0013	0.0007	0.0171
Si	4.4567	-3.7687	16.1406	-0.0014	-0.0007	0.0201
Si	6.7477	-1.6312	16.2545	0.001	-0.0024	0.0213
Si	-1.2818	1.651	16.2305	-0.0023	0.0007	0.0156
Si	-4.4077	3.862	16.1958	-0.0019	0.0018	0.0201
Si	-1.2007	-3.8407	16.2978	-0.0034	0.0016	0.0189
Si	4.9271	4.5632	-6.7782	0.0038	-0.0006	0.0114
Si	-0.534	1.5352	-3.0031	0.0004	0.0005	-0.0341
Si	4.2873	-1.7439	20.4065	0.0017	0.0006	0.0176
Si	7.0651	-4.0935	-6.8844	0.0024	-0.0022	0.0123
Si	5.2127	2.5048	20.7901	0.0015	-0.0017	0.0145
Si	7.5571	-1.812	-4.7802	-0.0045	0.0051	-0.0158
Si	3.5023	-5.4102	-4.2374	-0.0032	0.004	-0.0164
Si	3.6175	1.2938	-2.7057	-0.0024	-0.0038	-0.037
Si	6.1909	1.6255	-6.8382	-0.0008	-0.0013	0.0129
Si	1.4205	4.7233	19.1132	-0.0023	0.003	0.033
Si	6.7225	4.6756	19.1978	-0.0055	0.0001	0.0332
Si	3.2036	0.9638	19.0705	0.0023	-0.0017	0.0288
Si	1.4245	-0.7806	-2.7231	0.0047	0.0021	-0.0378
Si	6.7718	-0.1885	21.0773	-0.0058	-0.0004	0.0176
Si	2.7391	-2.4551	-4.8271	0.0032	0.0004	-0.0069
Si	-2.3322	-0.1235	18.4317	0.0024	0.0006	0.0348
Si	-1.4432	-4.7373	19.2064	0.0028	-0.0024	0.0324
Si	-2.0366	0.846	-5.5507	-0.0001	-0.0016	-0.0088
Si	1.6541	3.5661	-2.8541	0.0007	0.0023	-0.0348
Si	0.8023	-0.5217	19.0427	0.0019	0.0018	0.0333
Si	5.5697	-5.2502	-2.0349	-0.0015	0.0008	-0.032
Si	7.8394	-3.0926	-2.1208	-0.0021	0.0003	-0.0327
Si	5.0258	-0.2332	-4.8163	0.0007	-0.0022	-0.0083
Si	4.0314	-4.5401	19.006	0.0018	0.0032	0.018
Si	1.3494	-1.3366	5.4539	-0.0001	-0.0008	0.0007
Si	4.0736	1.3751	5.4463	0.0002	0.0011	-0.0002
Si	1.3604	4.0556	5.4587	0	0.0002	0.0019
Si	4.0935	6.799	5.4514	-0.0001	0.0004	0.0005
Si	6.8047	-1.3764	5.4554	-0.0008	-0.0003	0.0011
Si	-1.3289	1.3507	5.4486	-0.0002	0.0002	-0.0003
Si	6.7948	4.0801	5.4565	-0.0006	0.0002	0.0011
Si	9.5049	6.8189	5.4593	0.0003	0.0015	0.0014
Si	2.7193	0.0125	6.8066	0.0009	0.0002	0.0004
Si	5.4282	2.7303	6.81	0.0004	-0.0001	-0.0003
Si	2.7291	5.4316	6.7929	-0.0004	0.0006	-0.0003
Si	5.451	-2.7313	6.8191	-0.0004	0.0007	0.0005
Si	-2.7073	-0.0066	6.7938	0.0002	0.0008	-0.0007
Si	0.0105	2.7033	6.8256	-0.0008	0.0007	0
Si	8.1464	5.4502	6.8084	0.0006	0.0002	0.0006
Si	-0.006	-2.7053	6.808	0.0007	-0.0002	-0.0001
Si	1.3679	1.3535	8.1857	-0.0001	-0.0004	-0.0011
Si	4.0765	4.0879	8.1718	-0.0001	0.0012	-0.0004
Si	1.366	6.7958	8.1362	0.0004	-0.0003	0.0003
Si	4.0783	-1.3585	8.1496	-0.0004	0.0006	0.0003
Si	6.7966	1.3515	8.1375	-0.0002	-0.0001	0
Si	-1.3675	4.0815	8.1482	0.0001	0.0005	0.0003
Si	6.8007	-4.0854	8.1854	-0.0007	-0.0002	-0.0005
Si	-1.3577	-1.3507	8.1711	-0.0011	0.0008	-0.0008
Si	0.0097	-0.0093	9.5411	0	0.0009	0.0024
Si	2.7154	2.7319	9.5262	-0.0011	0.0002	0.0011
Si	0.0035	5.442	9.4919	0	-0.0001	-0.001
Si	2.7196	-2.724	9.4962	0	0.001	-0.0002
Si	5.4337	0.0047	9.5046	0.0006	-0.0007	0.0001
Si	8.1522	2.7094	9.4918	0.0008	0.0004	-0.0006
Si	5.4342	5.4384	9.5364	0.0001	0.0003	0.0021
Si	8.1666	-2.7112	9.5199	-0.0004	0.0004	0.0007
O	3.8576	-4.5951	17.4057	0.005	0.0047	-0.039
O	-1.0319	1.2568	-1.4887	-0.0083	0.0032	0.0288
O	2.7327	-2.7551	-0.354	0.0035	-0.0024	0.0085
O	1.6023	-1.9953	-3.7678	-0.0041	0.0018	0.0098
O	2.124	-2.7658	-6.2769	-0.0026	0.0008	-0.0042
O	7.1906	-1.9194	-1.2199	-0.0056	0.0093	0.0238
O	-0.0111	-5.402	-0.4274	-0.003	0.0038	0.0144
O	-0.0371	5.3961	18.875	-0.0017	0.0017	-0.0103
O	-1.7821	-3.7154	-1.3248	0.0104	-0.0055	0.0203
O	6.9867	4.459	17.617	-0.0023	-0.0042	-0.0318
O	3.8061	-0.4179	19.6374	0.0005	0.0069	-0.0133
O	6.2302	4.4124	-1.2174	0.0068	-0.0088	0.0247
O	1.8176	3.8074	-1.2628	-0.0041	0.0018	0.0265
O	-2.3484	-0.7562	-5.5299	0	-0.0009	0.0038
O	4.7489	0.9873	-3.7983	-0.0026	0.0026	0.0143
O	3.7981	-1.2524	-4.9667	-0.0018	0.0011	0.0056
O	-0.0814	2.6469	16.7354	-0.0017	-0.0014	-0.0133
O	-2.5397	-2.486	-3.5354	-0.001	-0.005	0.0178
O	2.0861	4.9014	-3.6622	-0.0017	-0.0074	0.0132
O	5.3757	3.0118	-6.7044	0.0019	-0.0001	-0.0017
O	1.5777	0.9084	19.2448	-0.0005	-0.003	-0.0096
O	4.4883	-4.4771	-1.1346	-0.009	0.0068	0.0253
O	5.5858	-2.7071	16.7235	0.0009	0.0037	-0.014
O	-1.8748	-4.0904	17.7787	0.0011	0.0051	-0.0283
O	7.5609	1.7052	-6.0018	-0.0001	0.0019	-0.0031
O	0.1553	3.0065	-3.1352	0.0014	-0.0006	0.0075
O	-0.8123	1.0475	-6.5985	-0.0018	-0.0026	-0.004
O	5.3556	2.7459	16.6293	-0.0018	-0.0011	-0.0125
O	1.5606	-1.1752	17.7614	0.0006	-0.0053	-0.0256
O	0.3496	-1.1792	-7.3801	-0.0001	-0.001	-0.0084
O	2.6465	-5.1805	19.5877	0.0006	-0.0025	-0.0153
O	5.3188	0.3841	-6.2826	0.0012	0.0014	-0.0007
O	8.1475	5.2765	19.7209	-0.0005	-0.0001	-0.005
O	-0.0087	-2.7725	16.5828	0.0018	0.0007	-0.0093
O	3.9137	2.1947	19.8511	-0.0065	-0.0038	-0.0117
O	7.7542	0.0725	19.8171	0.0095	-0.0005	-0.0199
O	5.8158	-1.4833	20.863	-0.0026	0.0007	-0.0057
O	5.4096	-5.2746	19.4442	-0.0014	-0.0016	-0.0092
O	5.5125	-0.086	-0.3638	-0.0001	-0.0017	0.0083
O	7.6644	-1.1679	17.5449	-0.0091	-0.0065	-0.0195
O	1.0515	-1.3741	20.3776	-0.0046	0.0051	-0.0181
O	4.1405	1.8607	-1.2921	0.0054	-0.0032	0.0287
O	0.8192	-1.2676	-1.3043	0.0029	-0.0062	0.0303
O	-2.2226	-4.3677	-7.033	0.0001	0.0012	-0.0113
O	1.1836	3.6472	20.2899	0.001	0.0011	-0.0157
O	6.2199	-5.3946	-6.436	-0.0011	0.0004	-0.0019
O	0.4852	0.3416	-3.3838	-0.0004	-0.0014	0.0126
O	6.2965	-0.9997	-4.1957	-0.0009	-0.0014	0.0066
O	6.7397	-4.2259	-2.4638	0	0.0003	0.0136
O	8.0809	2.7719	-0.4124	-0.0044	0.0022	0.0147
O	-0.7919	-0.5296	18.7592	-0.0042	0.0034	-0.0132
O	4.7682	5.0505	-3.3095	0.0083	0.0027	0.0141
O	6.3691	3.3062	19.9882	0.0037	0.006	-0.0092
O	2.6604	2.4082	-3.3432	0.0008	0.0006	0.0104
O	2.8553	-0.1006	-2.3948	0.0012	0.0023	0.0058
O	4.1871	-3.0067	19.4332	-0.0005	-0.0075	-0.0098
O	3.7608	4.8519	-5.7035	0.0019	0.002	0.0023
O	-2.1805	1.2271	17.5438	0.0039	0.0073	-0.0193
O	3.4457	-3.7986	-4.2918	0.0005	-0.0032	0.0059
O	-1.7161	1.4281	-4.0819	0.0067	0.0001	0.0143
O	-1.0696	-3.7184	20.4208	-0.0036	-0.0026	-0.0115
O	6.9489	-2.9096	-5.7963	0.0009	0.0014	0.0021
O	3.5599	1.0434	17.5057	0.0062	0.0048	-0.0348
O	1.8544	4.0666	17.7032	-0.0021	-0.0055	-0.0268

Results
free energy: -118378.557 eV
free energy less fixed offsets of O -570.45, Si -639.56 eV per atom: -6.077 eV

The program warned: the cutoff lies below the one the program advises for these potential files; the forces do not sum to zero within the program's tolerance; empty levels may hold ghost states of the PAW files; the exchange-correlation potential is rough where the density is thin.
